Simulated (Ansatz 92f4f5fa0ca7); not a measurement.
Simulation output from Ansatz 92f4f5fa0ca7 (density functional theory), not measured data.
Periodic cell of 273 atoms, Si165O106P2, from a study of silicon, its oxide and their interface. The atomic structure is a simulated model.
Doubt: the cutoff is far below the 930 eV that the study's wrapper takes by default for these files, so forces and energies are approximate.
This geometry differs little from another in the collection (a relaxation step or a small displacement).

Settings
functional: PBE
potential files: Ansatz PAW
basis: plane waves
wave-function cutoff: 580 eV
density cutoff ratio: 5
exchange-correlation grid ratio: 1
k mesh: 1 x 1 x 1, Gamma-centred
self-consistency stop: 5e-08 eV per atom in the density residual
occupations: fixed
spin: none
net charge: 0

Cell vectors (angstrom)
a	11.6015	0	0
b	0	13.3963	0
c	0	0	29.8085

Atoms and the computed forces on them: element, x, y, z (angstrom), force x, y, z (eV/angstrom)
Si	11.5653	0.1707	22.909	0.0023	-0.0088	0.0109
Si	3.9571	0.1473	23.0524	-0.0183	0.0106	0.0112
Si	7.681	0.0484	23.1612	0.0148	0.005	-0.005
Si	2.0637	3.4321	22.8908	0.0062	0.006	-0.0025
Si	5.923	3.6849	23.0071	-0.0025	0.0275	0.0154
Si	9.7431	3.5672	23.0365	0.0122	0.0043	-0.0008
Si	11.6766	6.8929	23.0728	0.006	-0.0105	0.005
Si	3.9355	7.0111	23.1762	-0.007	-0.0188	-0.0049
Si	7.7553	6.939	23.32	0.0161	0.0305	-0.043
Si	2.0751	10.2961	23.2316	-0.0072	0.0122	0.0115
Si	5.7508	10.0007	23.4143	0.0302	0.0182	-0.0534
P	9.947	10.0365	23.4878	-0.0402	-0.0678	0.0119
Si	11.6743	2.3868	23.7582	-0.0081	0.0072	-0.0038
Si	4.014	2.4077	23.756	-0.0107	-0.0188	-0.0055
Si	7.7988	2.3838	23.7807	0.0053	-0.0206	-0.0002
Si	2.0145	5.6897	23.7032	0.0088	0.0207	-0.0066
Si	5.8242	5.8126	24.0078	-0.0005	0.0081	-0.0141
Si	9.7339	5.7878	23.923	-0.0082	-0.0003	-0.0029
Si	11.8962	9.069	24.0094	0.0263	-0.018	0.0226
Si	3.8026	9.0871	24.19	0.0059	-0.0126	-0.0265
P	7.7009	9.1105	24.0658	0.039	-0.0134	-0.1806
Si	1.9436	12.5395	23.8276	0.0042	0.0075	-0.0026
Si	5.7829	12.3128	23.9587	-0.0104	-0.0158	-0.0141
Si	9.7334	12.3457	23.7973	0.002	0.0121	-0.0219
Si	11.6418	2.2924	26.1754	0.006	0.0033	-0.0014
Si	3.9175	2.308	26.1722	0.0033	0.0106	-0.0059
Si	7.7604	2.309	26.1872	-0.0087	0.0048	-0.0045
Si	1.9729	5.6216	26.1454	0.0026	-0.0026	-0.0073
Si	5.8114	5.6554	26.3363	0.0139	0.0055	-0.001
Si	9.7112	5.6467	26.2802	0.0005	0.0023	-0.0017
Si	11.6787	8.9852	26.3328	-0.0038	0.0122	-0.0113
Si	3.8648	9.0067	26.4722	0.0158	0.0132	-0.001
Si	7.7593	9.0018	26.3203	0.0427	0.0138	0.1002
Si	1.932	12.3841	26.2188	0.0057	-0.0005	-0.0023
Si	5.7966	12.3307	26.3038	0.0061	0.009	-0.0012
Si	9.6962	12.3219	26.1987	-0.0123	0.0034	-0.001
Si	1.9722	1.1979	27.0179	-0.0039	-0.0091	0.0039
Si	5.8287	1.1857	27.0251	0.001	-0.0095	0.0063
Si	9.6933	1.1717	26.994	0.0055	-0.0048	0.0005
Si	11.6473	4.5076	27.0157	-0.0059	-0.002	0.0028
Si	3.8739	4.507	27.0372	-0.003	-0.0022	0.0001
Si	7.759	4.5176	27.0453	0.0063	0.0039	0.0064
Si	1.9558	7.8113	27.0795	0.0066	-0.003	-0.0029
Si	5.8312	7.8864	27.078	0.0147	-0.0163	0.001
Si	9.7155	7.8811	27.0435	-0.0311	-0.0005	-0.0013
Si	11.6237	11.2351	27.0412	0.0101	-0.0095	0.0041
Si	3.8466	11.2644	27.0776	-0.0079	0.0043	0.0029
Si	7.7613	11.2405	27.0455	-0.0007	-0.0152	0.0004
Si	1.9336	1.1164	29.4135	0.0618	0.2018	-0.1555
Si	5.8008	1.1164	29.4135	0.0578	0.148	-0.1299
Si	9.6679	1.1164	29.4135	0.0851	0.0729	-0.2478
Si	0	4.4654	29.4135	0.1401	0.0488	-0.1154
Si	3.8672	4.4654	29.4135	-0.0698	0.0336	-0.1156
Si	7.7343	4.4654	29.4135	0.0949	0.0257	-0.0021
Si	1.9336	7.8145	29.4135	-0.0175	-0.186	0.3057
Si	5.8008	7.8145	29.4135	0.1158	0.0496	0.3504
Si	9.6679	7.8145	29.4135	0.0297	0.0971	-0.0522
Si	0	11.1635	29.4135	0.0157	0.1464	-0.0491
Si	3.8672	11.1635	29.4135	-0.103	0.2601	0.265
Si	7.7343	11.1635	29.4135	0.0766	0.0981	-0.055
Si	0	0	0.3944	-0.0826	-0.1268	-0.1654
Si	3.8672	0	0.3944	0.0366	-0.174	0.3008
Si	7.7343	0	0.3944	-0.2185	-0.2068	0.0263
Si	1.9336	3.3491	0.3944	0.1096	-0.1647	-0.0803
Si	5.8008	3.3491	0.3944	-0.1289	-0.1269	0.2185
Si	9.6679	3.3491	0.3944	-0.1991	0.0068	-0.0438
Si	0	6.6981	0.3944	-0.1122	-0.0173	-0.0036
Si	3.8672	6.6981	0.3944	-0.0129	-0.1381	-0.1424
Si	7.7343	6.6981	0.3944	0.0258	-0.0452	0.0589
Si	1.9336	10.0472	0.3944	-0.044	0.0118	-0.1234
Si	5.8008	10.0472	0.3944	0.1056	0.1188	0.0322
Si	9.6679	10.0472	0.3944	0.0025	-0.1272	-0.0908
Si	11.5479	-0.0481	2.7457	-0.0016	0.0022	-0.0008
Si	3.8437	-0.0698	2.8053	-0.0012	0.0002	-0.0002
Si	7.6634	-0.0941	2.7737	0.0027	0.0018	-0.0011
Si	1.9307	3.27	2.7453	0.0002	0.0023	-0.0003
Si	5.751	3.2757	2.8023	-0.0017	-0.0006	-0.0028
Si	9.5986	3.3092	2.7643	0.0009	-0.0013	-0.0005
Si	11.5673	6.6362	2.7579	0.0027	0.0016	0.0008
Si	3.8681	6.6211	2.7421	-0.0033	0.0031	-0.0022
Si	7.7336	6.6454	2.771	-0.002	0.0032	0.0018
Si	1.9238	9.9991	2.7533	-0.0009	-0.0003	-0.001
Si	5.8194	10.0404	2.7744	0.0014	0.001	-0.0012
Si	9.6747	9.9766	2.7524	-0.0012	0.0009	-0.0029
Si	11.5528	2.2032	3.4463	-0.0002	-0.001	0.0024
Si	3.8179	2.1255	3.6552	0.001	0.0005	0.002
Si	7.6771	2.1145	3.5585	-0.002	-0.0006	0.0027
Si	1.9043	5.5014	3.4751	-0.0036	-0.0024	0.0021
Si	5.8042	5.5249	3.5707	0.0009	-0.0013	-0.0016
Si	9.6478	5.5233	3.6187	0	-0.0023	-0.0001
Si	11.6091	8.8662	3.5598	-0.0011	-0.0006	0.0013
Si	3.8925	8.8689	3.4342	-0.0006	-0.0013	0.0013
Si	7.7377	8.8778	3.5556	0.0017	-0.0004	0.0022
Si	1.8648	12.2308	3.5508	0.0018	-0.0004	0.0019
Si	5.752	12.2182	3.7472	-0.0014	-0.0011	0.0015
Si	9.6164	12.1976	3.5153	-0.0006	-0.001	0.0018
Si	11.4762	2.1629	5.7652	0.001	0.0008	0.0002
Si	3.7297	2.0308	6.0825	-0.0001	-0.0001	-0.0004
Si	7.6043	1.9718	5.9316	0.0014	0.0006	-0.0007
Si	1.8771	5.4107	5.8112	-0.001	0.0003	0.0001
Si	5.8018	5.4686	5.9469	-0.0002	0.0015	0.0011
Si	9.6213	5.4473	6.0236	0.0004	0.001	0.0003
Si	11.636	8.7948	5.9363	-0.0002	-0.0008	-0.0004
Si	3.9132	8.7928	5.7522	-0.0001	-0.0002	0.0001
Si	7.7701	8.8145	5.9301	-0.0006	-0.0008	-0.0006
Si	1.7821	12.161	5.9241	0.0009	-0.0007	-0.0006
Si	5.7167	12.1237	6.2594	0.0005	-0.0003	-0.0001
Si	9.5816	12.1129	5.8686	0.0003	0.0007	-0.0003
Si	1.6303	0.9767	6.7401	-0.0004	-0.0001	0.0007
Si	5.6684	0.9916	7.0297	0.0005	0.0002	0.0019
Si	9.6324	0.9402	6.5991	-0.0015	-0.0013	0.0008
Si	11.574	4.3185	6.7313	0.0012	-0.0017	0.0003
Si	3.8242	4.3241	6.5708	-0.0005	-0.0006	0.0007
Si	7.6915	4.1823	6.6355	-0.0008	-0.002	0.0001
Si	2.0277	7.6314	6.5208	0.0005	0.0012	0
Si	5.8268	7.7379	6.7098	0.0009	0.0018	0.0002
Si	9.7142	7.7081	6.7406	-0.0002	0.0012	-0.0005
Si	11.4508	10.9935	6.7787	0.0001	0.0006	0.0008
Si	3.6545	10.9402	6.6612	-0.0013	0.0011	-0.0006
Si	7.754	10.9801	6.8703	0.0003	0.0004	0.0003
O	9.8965	7.9018	8.4022	0.0001	-0.0005	-0.0003
O	9.9004	0.8275	8.2488	0	0.0004	0.0003
O	1.0319	0.9225	8.3264	0	0.0001	-0.0002
O	3.0911	10.5704	8.1802	0.0006	-0.0003	-0.0005
O	5.8123	7.9042	8.3752	-0.0007	-0.0005	-0.0004
O	5.6096	1.1893	8.7165	-0.0008	0.0002	-0.0008
O	3.7665	4.3328	8.2194	0	-0.0003	0
O	7.6457	3.7376	8.2613	0.0001	0.0005	-0.0007
O	0.0564	4.2754	8.4046	-0.0003	0.0003	-0.0009
O	11.1527	10.952	8.4301	0	0.0001	0.0007
O	8.1151	10.7809	8.5091	0	-0.0001	-0.0002
O	2.3674	7.4986	8.1263	0.0003	-0.0003	0
O	11.4628	0.1908	21.2313	-0.0063	0.0041	0.0013
O	9.75	3.6609	21.3709	-0.0039	-0.0012	0.0054
O	4.1563	7.517	21.5913	-0.0005	-0.003	0.0062
O	6.0328	4.1997	21.3983	-0.0029	-0.0128	0.0047
O	5.8313	9.6727	21.7705	-0.0347	-0.0124	0.0596
O	2.1483	3.3618	21.2081	0.0012	-0.0023	-0.0025
O	7.3416	13.406	21.5256	0.0016	-0.0048	0.0177
O	4.0199	0.1427	21.3898	0.0024	-0.0021	-0.0119
O	7.7545	7.0679	21.6807	0.0058	0.0082	0.0048
O	2.1259	10.2365	21.5828	0.0026	-0.0004	-0.0067
O	11.5555	6.9921	21.4102	-0.0028	0.0057	-0.0021
O	9.9753	9.5335	21.9059	-0.105	0.0292	0.0334
Si	11.5727	6.4531	11.3	-0.0001	0.0003	-0.0004
Si	1.5368	10.3831	16.2846	-0.0008	-0.0002	-0.0002
Si	0.2238	3.6915	9.9215	-0.0001	-0.0001	0.0003
Si	8.1138	12.8158	20.2267	-0.0034	0.006	-0.0063
Si	2.8422	10.4656	9.7739	-0.0006	-0.0006	0.0002
Si	2.646	10.4114	20.06	0.0057	-0.0082	0.0014
Si	10.3618	3.7036	19.8583	-0.0013	-0.0035	0.0017
Si	0.2435	12.821	17.101	0.0031	-0.0011	-0.0009
Si	10.8243	0.6917	19.8006	0.0025	0.0021	0.0048
Si	3.1485	7.7542	16.2375	0.0001	-0.0018	0.0024
Si	0.3558	6.4796	19.9194	0.0048	0.004	-0.002
Si	9.3805	2.5422	14.3156	0.0017	-0.0003	-0.0001
Si	2.9058	2.5444	11.0544	0.0003	-0.0006	-0.0003
Si	5.1214	12.004	15.3939	-0.0004	0	0.0005
Si	4.9953	8.6668	20.772	0.0009	0.0109	0.0071
Si	3.6014	-0.3876	11.3114	-0.0001	-0.0006	0.0001
Si	5.5773	8.9097	14.8115	-0.0001	-0.0014	-0.0003
Si	-0.1672	11.3165	10.0042	0.0001	-0.001	-0.0009
Si	9.48	9.9862	20.4038	-0.0043	-0.0572	-0.0764
Si	3.5066	0.055	19.8449	0.0079	-0.0052	0.0106
Si	7.462	4.709	9.549	0	0.0004	0.0005
Si	2.3555	12.3652	14.1919	-0.0008	-0.0014	-0.0008
Si	6.1802	0.6006	10.1579	-0.0002	-0.0007	0.0002
Si	2.8206	2.9014	19.7733	-0.0022	0.0032	0.0035
Si	5.715	4.4644	13.6878	0.0004	0.0011	-0.0014
Si	7.4841	0.2182	15.621	0.0014	-0.0023	-0.0006
Si	9.6182	11.3478	15.1975	-0.002	-0.0012	-0.001
Si	1.9821	6.5646	13.5506	0.0002	-0.0004	-0.0006
Si	2.8411	3.5333	14.0251	-0.001	0.0005	-0.0003
Si	11.763	9.1778	18.5114	0.0099	-0.0049	-0.0103
Si	11.229	0.8764	9.2064	-0.0001	-0.0005	-0.0005
Si	9.121	7.3298	9.7179	0.0001	0.0008	0.0002
Si	8.6713	8.5673	14.5801	0.0017	0.0003	0.0031
Si	4.7717	7.1807	12.3666	0.0003	-0.0001	0.0007
Si	2.9936	5.6301	18.7617	0.0012	0.0063	0.0031
Si	2.5338	7.4067	9.723	0	0.0009	0.0004
Si	6.2608	8.4333	9.8522	-0.0004	0.0003	-0.0003
Si	4.3248	4.7625	9.6656	-0.0003	-0.0001	-0.0009
Si	9.3576	10.4977	12.2771	0.0001	-0.0007	0.0005
Si	6.0093	13.0024	18.011	-0.0045	-0.005	0.003
Si	8.0064	4.9452	18.3992	0.0015	-0.0003	0.0008
Si	8.3024	5.4293	15.2407	0.001	0.0024	-0.0007
Si	7.3207	11.0826	9.924	0	-0.0003	0.0004
Si	5.4128	4.2163	19.8818	-0.0038	0.0004	-0.0056
Si	0.7776	1.5105	15.0571	0	-0.0008	0.0005
Si	7.5986	7.5447	20.1401	-0.0383	-0.0451	0.0124
Si	7.6375	2.807	11.881	-0.0002	0.0002	-0.0004
O	3.4507	6.0852	10.1048	0	-0.0008	-0.0004
O	1.9426	2.6729	15.0949	0.0004	0.0005	0.0001
O	-0.3627	12.946	10.1766	-0.0003	0.0004	0.0002
O	8.4387	8.8928	19.8323	0.1125	0.1003	0.074
O	2.4688	1.3103	19.5068	0.0013	0.0027	-0.0015
O	8.1626	5.3777	16.851	0.0003	0.0011	-0.0019
O	2.794	11.9914	19.6678	-0.0015	0.0018	-0.0043
O	7.1532	8.7758	15.1348	-0.0019	0.0006	-0.0006
O	1.2759	0.2002	14.2011	-0.0002	0.0003	0.0008
O	4.4037	3.8316	14.4707	0.0008	0	0.001
O	4.2399	3.4178	10.6259	0.0001	0.0005	0.0001
O	10.9497	2.1029	14.5015	-0.0002	0.0003	-0.0002
O	11.373	4.8454	10.9944	-0.0002	-0.0003	0
O	10.8391	12.0365	16.0489	0.0005	0.0002	0.0018
O	8.9307	6.9194	14.7781	-0.0005	-0.0022	0.0005
O	1.7771	3.3627	10.2379	0	0	0.0008
O	8.4572	5.9387	9.2216	-0.0003	0	-0.0007
O	11.1491	2.289	19.561	0.0012	-0.0016	-0.0009
O	5.4123	7.6129	10.946	0.0004	0.0002	-0.0009
O	11.4591	7.5884	18.8051	-0.001	-0.0097	0.001
O	7.8688	8.2712	10.1563	0.0005	-0.0002	0
O	10.1296	7.1604	10.9895	-0.0003	0	-0.0002
O	9.2099	4.1235	14.7768	-0.0006	0.0012	0.0012
O	8.8946	11.4643	20.6539	-0.0094	0.0065	0.0081
O	10.5731	10.5132	11.1608	0	0.0002	0.0004
O	8.3559	12.2315	15.7372	-0.0012	0.0013	-0.0001
O	4.4633	2.8929	19.8372	0.0024	-0.0016	0.0004
O	4.7546	0.2365	18.813	0.0009	0.0003	-0.0003
O	10.6432	10.0851	19.2731	-0.0502	-0.0093	0.0759
O	6.8624	0.6676	17.0832	0.0002	0.001	0.0002
O	0.5073	6.7517	12.8347	-0.0004	0	0
O	1.0475	7.1392	10.3051	0.0001	0	-0.0002
O	3.1353	7.1863	12.5589	0	0	0
O	4.0525	9.6119	19.8452	0.0034	-0.0016	0.0053
O	6.7821	5.2011	14.6755	0	-0.0006	0.0017
O	0.5606	0.9379	16.5699	-0.0003	0.0001	0.0001
O	1.5465	11.8114	17.1248	-0.0007	0.004	0.0014
O	5.3631	8.3364	13.3217	-0.0006	0.001	0.0002
O	2.9694	12.3844	12.6798	0.0002	0.0006	0.0002
O	6.4295	3.222	12.9072	0	0.0002	0.0003
O	2.7514	9.3167	16.579	0.0005	0.0021	-0.0025
O	6.0486	7.9005	19.79	0.0093	0.0036	0.0056
O	1.9767	6.3761	19.7945	0.002	-0.0027	-0.0021
O	1.5877	9.6315	19.127	0.0045	-0.0008	-0.0048
O	9.4883	9.718	15.4696	-0.0004	0.001	0.001
O	3.1004	8.8915	10.2099	-0.0002	-0.0006	-0.0002
O	8.9767	9.046	13.0131	0.0008	0.0005	-0.0013
O	2.1478	7.2945	15.008	-0.0011	-0.0008	-0.0008
O	9.166	3.8668	18.7717	-0.0043	-0.0016	-0.0067
O	4.723	7.9283	15.8156	0.0029	0.001	-0.0027
O	7.237	1.6047	10.8702	-0.0002	0	0
O	8.1628	6.3293	19.2374	0.0014	0.0106	0.0073
O	5.9038	5.165	9.6339	0.0004	0	-0.0003
O	7.0586	-1.0143	19.0827	0.0037	0.0018	0.0007
O	11.0556	2.2531	10.0954	-0.0001	0	0.0005
O	8.9697	2.4201	12.7373	0.0001	-0.0003	-0.0009
O	9.7254	11.5064	13.5445	0.0005	0	-0.0016
O	6.5938	4.2075	18.7619	-0.0014	-0.002	-0.0043
O	6.0368	10.0533	9.9692	0.0001	-0.0002	-0.0001
O	1.3507	10.8386	10.288	-0.0005	0	0.0003
O	5.166	10.4921	14.7808	-0.0001	-0.0004	0.0012
O	1.6586	10.9227	14.6969	0.0017	0.0002	0.0007
O	11.3489	13.0801	18.6273	0.0002	0.0016	-0.0014
O	5.4432	11.8517	16.9957	0.0017	0.0045	0.0024
O	8.0904	10.9924	11.3671	0.0003	0.0001	0.0001
O	11.3278	5.0024	19.6559	0.0043	-0.0003	-0.0031
O	8.3701	1.489	15.0994	-0.0007	0.001	0.0005
O	2.4558	4.0475	18.6165	-0.0001	-0.003	0.0001
O	3.7483	11.6916	10.3636	0.0012	0.0009	0.0008
O	9.1912	0.5542	19.7745	-0.0051	-0.0054	0.0009
O	2.7897	2.6407	12.6689	0.0008	-0.0005	-0.0001
O	3.6295	12.6301	15.1837	-0.0005	0.001	0
O	7.9882	4.0916	10.9481	-0.0004	0.0006	-0.0003
O	5.1061	0.2601	11.353	0.0005	0.0004	0.0004
O	4.4569	5.5015	19.4889	0.002	-0.0051	-0.0012
O	6.182	13.0956	14.7312	0.0007	0.0017	0.0003
O	3.0557	6.5791	17.4032	0.0004	-0.0027	-0.001
O	2.7712	0.93	10.7365	0	0.0003	-0.0004
O	0.2461	9.5169	16.8972	-0.0038	0.0059	-0.002
O	5.2371	5.6428	12.6629	-0.0004	0.0011	0.001
O	2.1302	4.9652	13.773	0.0001	0	-0.0005
O	6.8906	12.6195	9.7287	0.0004	0.0003	0.0003

Results
free energy: -166684.002 eV
free energy less fixed offsets of O -568.88, P -755.39, Si -635.61 eV per atom: 3.708 eV

The program warned: the cutoff lies below the one the program advises for these potential files; the forces do not sum to zero within the program's tolerance; the exchange-correlation potential is rough where the density is thin.
